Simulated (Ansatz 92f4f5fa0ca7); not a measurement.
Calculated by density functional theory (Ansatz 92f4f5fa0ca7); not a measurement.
Periodic cell of 220 atoms, Si132O88, from a study of silicon, its oxide and their interface. The atomic structure is a simulated model.
Doubt: the cutoff is far below the 930 eV that the study's wrapper takes by default for these files, so forces and energies are approximate.
This geometry differs little from another in the collection (a relaxation step or a small displacement).

Settings: functional PBE; potential files Ansatz PAW; basis plane waves; wave-function cutoff 580 eV; density cutoff ratio 5; exchange-correlation grid ratio 1; k mesh 1 x 1 x 1, Gamma-centred; self-consistency stop 5e-08 eV per atom in the density residual; occupations fixed; spin none; net charge 0.

Cell vectors (angstrom)
a, 10.938, 0, 0
b, 0, 10.938, 0
c, 0, 0, 33.3076

Atoms: element, x, y, z (angstrom)
Si, -0.2079, 0.1931, 25.743
Si, 5.9693, -0.5546, 25.7618
Si, 2.8531, 2.7984, 25.834
Si, 8.3402, 2.3165, 25.9101
Si, -0.4849, 6.0044, 25.7183
Si, 5.3635, 5.6896, 25.7881
Si, 3.014, 7.8362, 25.818
Si, 8.2231, 8.2208, 26.1408
Si, 1.4177, 1.3566, 27.0582
Si, 6.8625, 1.1406, 27.2316
Si, 4.2228, 4.1047, 27.1712
Si, 9.5219, 4.1249, 26.9822
Si, 1.3265, 6.7912, 27.1161
Si, 6.81, 6.7993, 27.2851
Si, 4.1812, 9.4689, 27.0775
Si, 9.6848, 9.6205, 27.253
Si, 2.772, -0.0375, 28.4469
Si, 8.2643, -0.0617, 28.6204
Si, 0.0133, 2.7644, 28.4307
Si, 5.527, 2.6672, 28.514
Si, 2.7393, 5.4324, 28.5036
Si, 8.2208, 5.4029, 28.5235
Si, 0.0727, 8.1882, 28.5475
Si, 5.4621, 8.194, 28.5798
Si, 4.1018, 1.3673, 29.8893
Si, 9.5708, 1.3673, 29.8893
Si, 1.3673, 4.1018, 29.8893
Si, 6.8362, 4.1018, 29.8893
Si, 4.1018, 6.8362, 29.8893
Si, 9.5708, 6.8362, 29.8893
Si, 1.3673, 9.5708, 29.8893
Si, 6.8362, 9.5708, 29.8893
Si, 0, 0, 31.2566
Si, 5.469, 0, 31.2566
Si, 2.7345, 2.7345, 31.2566
Si, 8.2035, 2.7345, 31.2566
Si, 0, 5.469, 31.2566
Si, 5.469, 5.469, 31.2566
Si, 2.7345, 8.2035, 31.2566
Si, 8.2035, 8.2035, 31.2566
Si, 1.3673, 1.3673, 32.6238
Si, 6.8362, 1.3673, 32.6238
Si, 4.1018, 4.1018, 32.6238
Si, 9.5708, 4.1018, 32.6238
Si, 1.3673, 6.8362, 32.6238
Si, 6.8362, 6.8362, 32.6238
Si, 4.1018, 9.5708, 32.6238
Si, 9.5708, 9.5708, 32.6238
Si, 2.7345, 0, 0.6835
Si, 8.2035, 0, 0.6835
Si, 0, 2.7345, 0.6835
Si, 5.469, 2.7345, 0.6835
Si, 2.7345, 5.469, 0.6835
Si, 8.2035, 5.469, 0.6835
Si, 0, 8.2035, 0.6835
Si, 5.469, 8.2035, 0.6835
Si, 4.1018, 1.3673, 2.0507
Si, 9.5708, 1.3673, 2.0507
Si, 1.3673, 4.1018, 2.0507
Si, 6.8362, 4.1018, 2.0507
Si, 4.1018, 6.8362, 2.0507
Si, 9.5708, 6.8362, 2.0507
Si, 1.3673, 9.5708, 2.0507
Si, 6.8362, 9.5708, 2.0507
Si, 0, 0, 3.418
Si, 5.469, 0, 3.418
Si, 2.7345, 2.7345, 3.418
Si, 8.2035, 2.7345, 3.418
Si, 0, 5.469, 3.418
Si, 5.469, 5.469, 3.418
Si, 2.7345, 8.2035, 3.418
Si, 8.2035, 8.2035, 3.418
Si, 1.2615, 1.4865, 4.7597
Si, 6.8087, 1.3928, 4.8202
Si, 4.1078, 4.0768, 4.8255
Si, 9.5212, 4.1438, 4.8519
Si, 1.3601, 6.8424, 4.7544
Si, 6.795, 6.8895, 4.8268
Si, 4.1312, 9.5709, 4.8005
Si, 9.5415, 9.5974, 4.6383
Si, 2.6481, 0.0437, 5.9472
Si, 8.2726, -0.0015, 6.0296
Si, -0.073, 2.8342, 6.3217
Si, 5.4504, 2.7008, 6.3029
Si, 2.7482, 5.5478, 6.1548
Si, 8.1026, 5.4783, 6.2244
Si, -0.0853, 8.2392, 5.9449
Si, 5.5389, 8.3288, 6.3101
Si, 3.6647, 1.538, 7.3935
Si, 9.7932, 1.051, 7.4679
Si, 1.6111, 4.0176, 7.5772
Si, 6.5373, 4.358, 7.6581
Si, 4.3388, 6.6777, 7.483
Si, 9.3763, 7.1061, 7.3323
Si, 1.0786, 9.8083, 7.1875
Si, 7.2951, 9.4681, 7.5738
O, 1.8655, 3.891, 25.1047
O, 7.1497, 9.262, 25.3452
O, 2.7164, 2.8452, 7.8112
O, 8.3573, 8.241, 8.0262
O, 5.3946, 5.5104, 7.9603
O, 0.0581, -0.0151, 7.8534
O, 4.1604, 6.7356, 25.2964
O, 9.5384, 1.291, 25.3431
O, 1.7607, 8.971, 8.3922
O, 1.3602, 4.5982, 9.3368
O, 8.9934, 1.3272, 8.8765
O, 6.9871, 10.4638, 8.8776
O, 3.6741, 0.6924, 8.8256
O, 3.6504, 7.1898, 8.8811
O, 7.0566, 3.8784, 9.1543
O, 10.4285, 6.3155, 8.3547
O, 3.8475, 2.1146, 24.7061
O, 5.4223, 0.0121, 24.3075
O, 7.2165, 2.7013, 24.7381
O, 11.1167, 5.6921, 24.235
O, 9.2824, 7.1521, 25.3707
O, 2.2932, 8.4531, 24.4704
O, 6.2147, 5.1488, 24.4609
O, 0.3761, 10.3544, 24.388
Si, 2.4534, 8.0775, 9.529
Si, 11.0005, 6.7072, 14.3054
Si, -0.0017, -5.1451, 17.1442
Si, 4.1647, 0.866, 23.702
Si, 7.4377, -2.0312, 20.2975
Si, 8.2896, 0.8043, 21.2055
Si, 1.7153, 9.7369, 23.6455
Si, 10.4926, 9.4717, 14.3979
Si, 3.9118, 9.818, 11.7542
Si, 4.9346, 16.1565, 12.0347
Si, 6.9234, 1.7922, 16.7735
Si, 4.6276, 7.465, 20.2162
Si, 13.2191, 8.5234, 14.0885
Si, 3.7477, 1.5255, 10.2409
Si, 7.9301, 11.4648, 9.8416
Si, 1.7219, 8.3697, 20.7711
Si, 2.529, -5.4101, 21.2366
Si, 2.1812, 3.9963, 10.9011
Si, 8.2514, 4.3899, 17.5203
Si, 6.9509, 3.9167, 23.665
Si, 12.6139, 3.6568, 18.7891
Si, 6.3717, 3.0883, 10.436
Si, 4.5286, 2.9627, 18.3841
Si, 7.9429, -0.2515, 14.9877
Si, 10.3181, 4.5109, 12.1825
Si, -1.3661, 3.1217, 22.5424
Si, 6.2224, 7.9159, 12.2896
Si, 8.5712, 9.626, 12.267
Si, 5.5528, 2.3179, 21.3638
Si, 12.0223, 4.4082, 23.7811
Si, 9.8617, 2.7092, 19.6589
Si, 11.191, 5.9635, 9.7379
Si, -5.3448, 5.8722, 17.6445
Si, -0.8591, -2.6053, 19.004
Si, 8.0014, 10.1074, 17.6968
Si, 4.7818, 6.7889, 14.6501
O, 7.6235, 10.2862, 13.4475
O, 6.992, 9.5356, 18.8496
O, 7.8115, 8.1819, 11.983
O, -1.5879, 1.184, 20.0049
O, 4.5488, 5.4861, 13.6237
O, 7.5076, 9.6365, 16.1991
O, -1.4252, -1.3847, 18.0494
O, 4.8871, 13.5691, 9.9265
O, 5.4256, 9.24, 11.7487
O, 1.3213, 7.0962, 10.1814
O, 7.0599, 1.1059, 15.2844
O, 8.4762, 4.2166, 23.1197
O, 5.6198, 6.6097, 11.4862
O, 1.4867, 6.7764, 21.0702
O, -2.133, 7.9888, 20.0366
O, 10.1253, 9.5678, 12.7817
O, 15.7417, 4.4857, 17.9095
O, 6.0532, 8.1261, 20.8218
O, 2.8266, -0.0282, 23.6286
O, 3.1327, 9.5302, 13.1385
O, 6.0017, 3.5143, 22.3977
O, 9.9663, 3.5726, 21.0396
O, 2.2389, 4.3544, 20.1552
O, -5.931, 6.9955, 18.6886
O, 0.5324, -2.1087, 19.739
O, 8.6513, 10.4846, 10.8983
O, 11.6258, 6.2115, 15.7388
O, 12.0154, 4.2589, 12.0058
O, 9.61, 10.6617, 15.1194
O, 10.2609, 5.5482, 13.4911
O, 0.4145, 2.6341, 19.0112
O, 3.9942, 11.4201, 11.4544
O, 1.324, 7.3543, 13.4302
O, 12.1018, 9.5473, 14.7833
O, 7.1992, 5.5981, 17.896
O, 3.4271, -3.2491, 14.9319
O, 12.0757, 4.8679, 17.8507
O, 10.9824, 3.2051, 23.3683
O, 5.9176, 18.6389, 13.8885
O, 2.2152, 4.8311, 22.6871
O, 6.8513, 1.4821, 20.8903
O, 5.3355, -4.6121, 16.1028
O, 1.4481, -1.6711, 22.1149
O, -2.1845, 3.5489, 18.822
O, 9.5636, 4.9842, 16.7834
O, 9.3991, 3.2724, 12.1645
O, 4.5088, 1.3738, 22.1965
O, 3.3118, -2.432, 20.2493
O, 2.9096, 2.7559, 18.1828
O, 3.5451, 4.848, 11.1932
O, 6.0429, 4.0288, 11.7448
O, 9.9901, 7.9437, 14.756
O, -6.0666, 2.841, 19.9877
O, 7.8693, 11.7534, 17.7111
O, 7.9793, -0.8093, 21.304
O, 4.0661, 6.1496, 21.0828
O, 8.9416, 1.5825, 22.5226
O, 2.4181, 2.4214, 10.6012
O, 18.4318, 3.3031, 16.5787
O, 3.0292, 9.0768, 10.6264
O, 10.1392, 5.5612, 10.8466
O, 7.1178, 1.6614, 10.6751
O, 10.5043, -3.909, 18.1244
O, 5.4196, 1.9228, 17.4609

Results
free energy: -133958.198 eV
free energy less fixed offsets of O -568.88, Si -635.61 eV per atom: 3.762 eV

Forces (eV/angstrom), in the order of the atoms: element, x, y, z
Si, 0.0025, -0.0015, 0.0074
Si, -0.0002, -0.0006, -0.005
Si, 0, -0.0011, 0.0017
Si, -0.0015, -0.0027, -0.0034
Si, -0.0017, 0.0001, -0.0035
Si, 0.0024, -0.0026, 0.0057
Si, -0.0001, 0.0006, -0.0045
Si, -0.0006, 0.0001, 0.0083
Si, -0.0025, -0.0001, -0.0013
Si, -0.0011, 0.0009, 0.0035
Si, -0.0002, 0.0009, -0.0016
Si, 0.0014, 0.0021, 0.0041
Si, -0.0004, -0.0001, 0.0039
Si, -0.0007, 0.0004, -0.0018
Si, -0.0013, 0.001, 0.0038
Si, -0.0006, 0.0005, -0.0014
Si, 0.0001, 0.0013, 0.0013
Si, 0.0009, -0.0009, 0.0019
Si, 0.0011, -0.0007, 0
Si, -0.0005, 0.0008, 0.0014
Si, 0.0011, -0.0004, 0.0004
Si, -0.0005, 0.0015, 0.0017
Si, -0.0009, 0.0011, 0.0015
Si, 0.0012, -0.0009, 0.0022
Si, -0.0726, -0.1654, -0.288
Si, 0.3097, 0.4736, -0.0079
Si, -0.0264, -0.1665, -0.1641
Si, 0.1523, -0.4229, 0.1114
Si, -0.3887, -0.1115, 0.1534
Si, 0.0828, -0.1213, -0.1938
Si, 0.4752, 0.1126, 0.0269
Si, 0.0353, -0.2575, 0.5685
Si, 0.1228, 0.1515, -0.0476
Si, -0.0026, 0.0075, 0.0093
Si, -0.0986, -0.0505, -0.0502
Si, 0.0159, 0.0799, 0.0354
Si, -0.0386, 0.041, -0.0122
Si, -0.0931, -0.0398, -0.0513
Si, -0.0027, 0.0412, 0.031
Si, -0.1375, -0.0394, 0.0156
Si, 0.006, -0.0504, 0.0124
Si, 0.0354, -0.0425, -0.0231
Si, 0.0181, -0.005, -0.0236
Si, 0.0019, -0.0363, -0.0148
Si, 0.05, 0.0273, -0.0291
Si, 0.0863, -0.0162, -0.0016
Si, 0.0021, -0.0591, -0.0255
Si, 0.0057, -0.0098, -0.0333
Si, 0.0204, -0.0164, -0.0107
Si, -0.0579, 0.0442, 0.0148
Si, -0.031, 0.0384, 0.0214
Si, -0.0268, 0.0175, 0.0426
Si, -0.0703, 0.0548, 0.0084
Si, 0.0153, -0.0109, -0.0004
Si, -0.0207, -0.0264, 0.0415
Si, -0.0309, 0.0718, 0.0143
Si, -0.0612, -0.0868, 0.0469
Si, 0.0697, -0.0858, -0.0522
Si, 0.0809, -0.0256, -0.0112
Si, 0.0882, 0.0509, 0.0548
Si, -0.0263, -0.0615, -0.0071
Si, -0.1063, -0.0136, 0.0168
Si, 0.1539, 0.1616, 0.0291
Si, 0.0351, -0.1045, -0.0303
Si, 0.0121, 0.577, -0.6364
Si, 0.0818, 0.0951, 0.0868
Si, -0.0832, 0.2724, -0.0407
Si, -0.0441, 0.0591, 0.3431
Si, -0.1596, -0.1845, 0.129
Si, -0.1342, 0.1332, 0.3117
Si, 0.2906, -0.0132, 0.017
Si, -0.4683, -0.3132, -0.4928
Si, -0.0051, -0.0009, -0.0042
Si, -0.001, 0.0001, -0.0006
Si, 0.0002, 0.0013, 0.0015
Si, -0.0014, 0.0022, 0.0009
Si, -0.002, -0.0011, -0.0016
Si, -0.0015, -0.001, -0.0017
Si, 0.001, 0.0003, -0.0024
Si, 0.002, 0.0092, -0.0015
Si, -0.0032, -0.0005, -0.0026
Si, 0.0035, -0.0018, 0.0054
Si, -0.0024, -0.0046, -0.0025
Si, 0.0002, 0.0004, -0.0027
Si, -0.0121, -0.0233, 0.0109
Si, 0.0022, -0.0033, -0.0007
Si, 0.0057, 0.0006, -0.0029
Si, 0.0095, 0.0057, 0.0033
Si, 0.0018, 0.0019, 0.0072
Si, -0.0129, -0.0105, 0.0059
Si, 0.0067, 0.0329, -0.0068
Si, 0.0008, -0.002, 0.0092
Si, -0.0061, 0.0018, 0.0117
Si, -0.0064, -0.0014, -0.002
Si, 0.0107, -0.018, 0.0829
Si, -0.0052, 0.0062, -0.0065
O, 0.0003, -0.0008, -0.0004
O, 0.0004, 0, -0.0001
O, 0.0049, -0.002, 0.0037
O, 0.0026, -0.0027, 0.0023
O, 0.0008, -0.001, -0.0043
O, 0.0226, -0.0227, -0.0144
O, -0.0013, 0.0011, 0
O, -0.0011, 0.0014, 0.0008
O, -0.0093, 0.0034, -0.0102
O, -0.0257, 0.0167, -0.0141
O, 0.0082, 0.0008, -0.0094
O, 0.0014, -0.0015, 0.0011
O, -0.0004, 0.0057, -0.0027
O, -0.025, 0.0221, 0.0138
O, -0.0023, 0.0002, -0.0029
O, 0.0024, -0.0057, 0.027
O, -0.0009, -0.0002, 0.0039
O, -0.0003, -0.0003, 0.0046
O, 0.0011, 0.0001, 0.0039
O, 0.0009, -0.0015, 0.0047
O, 0.0023, -0.0022, -0.0004
O, 0.0007, -0.0011, 0.0057
O, -0.001, 0.0013, 0.0028
O, -0.0006, 0.0003, 0.0012
Si, -0.0002, 0.029, -0.032
Si, 0.0036, 0.0032, 0.0057
Si, -0.0052, -0.0026, 0.0072
Si, -0.0021, 0.0023, -0.0041
Si, 0.0001, 0.0003, -0.004
Si, 0.0002, 0.0006, -0.0036
Si, 0.0004, 0.0014, -0.005
Si, -0.0037, 0.0036, 0.0083
Si, -0.0114, -0.0061, -0.0105
Si, 0.0129, -0.0034, 0.0088
Si, 0, 0.0024, -0.0007
Si, -0.0011, 0.0003, -0.0021
Si, 0.001, 0.0002, 0.0003
Si, 0.0092, 0.0031, -0.0068
Si, -0.0127, 0.0084, 0.004
Si, -0.0009, -0.0003, -0.0033
Si, -0.0029, 0.0002, -0.0033
Si, 0.0145, -0.0218, 0.0034
Si, 0.0006, -0.0003, -0.0032
Si, 0, -0.0007, -0.0051
Si, -0.0008, 0.0015, -0.0018
Si, 0.0022, 0.0041, 0.006
Si, 0.0003, -0.0004, -0.0012
Si, -0.0033, 0.0055, 0.0064
Si, 0.0123, -0.0905, 0.0724
Si, -0.0007, -0.0004, -0.0045
Si, 0.0003, -0.0003, 0.0045
Si, -0.0029, 0.0027, 0.006
Si, -0.0009, 0, -0.0036
Si, -0.0007, 0.0002, -0.0032
Si, -0.002, 0.0007, -0.0032
Si, 0.0532, 0.0155, -0.0659
Si, 0.0006, -0.0013, 0.0004
Si, 0, 0, -0.0018
Si, -0.0003, 0.002, -0.0016
Si, 0.0014, 0, 0.0061
O, 0.0005, -0.0027, -0.0047
O, -0.0011, -0.0006, 0.002
O, -0.0016, -0.0009, -0.0016
O, -0.0011, -0.0005, 0.0022
O, -0.0035, 0.0003, 0.0006
O, -0.0014, -0.0012, 0.0005
O, -0.0003, 0.0001, 0.0017
O, -0.007, -0.0007, -0.001
O, -0.0059, 0.0021, -0.0011
O, 0.0141, 0.014, -0.0055
O, -0.0005, -0.0012, 0.0009
O, -0.0006, 0.0001, 0.0037
O, -0.0017, -0.0024, -0.0016
O, 0.0015, -0.0022, 0.0038
O, -0.0011, -0.0001, 0.0028
O, 0.0005, 0.0015, -0.0033
O, -0.0002, 0.0021, 0.0016
O, -0.0006, 0.0003, 0.0035
O, 0.0003, -0.0007, 0.0037
O, -0.0008, -0.0002, -0.0047
O, -0.0001, -0.0005, 0.0037
O, 0, 0.0002, 0.0031
O, -0.001, 0.002, 0.0037
O, -0.0009, -0.0002, 0.0004
O, -0.0009, 0, 0.0022
O, 0.0017, -0.0014, 0.0004
O, 0.0032, 0.0027, -0.0053
O, -0.0651, 0.0589, 0.0025
O, 0.0054, -0.0013, -0.0009
O, 0.0058, -0.0514, -0.0932
O, -0.0004, 0.0003, 0.0017
O, -0.0042, -0.0132, 0.0066
O, 0.0006, -0.001, 0.0013
O, 0.0015, 0.0004, -0.0023
O, -0.0021, 0.0015, 0.0013
O, -0.003, 0.0029, -0.0046
O, 0.0011, -0.001, 0.0023
O, 0.0013, 0.0013, 0.0047
O, 0.0006, 0.0002, -0.0017
O, -0.0012, 0.0007, 0.0023
O, -0.0009, 0.0002, 0.0031
O, -0.0024, -0.0003, -0.0001
O, -0.0001, 0, 0.004
O, -0.0005, 0, 0.0035
O, -0.0021, -0.0002, 0.0017
O, 0.0335, 0.0942, -0.0238
O, -0.0002, 0.0001, 0.0034
O, -0.0002, 0.0003, 0.0027
O, -0.0004, 0.0002, 0.0015
O, -0.0087, 0.001, -0.0007
O, -0.0073, 0.0054, -0.0031
O, 0.0012, -0.0084, -0.0013
O, -0.0011, 0, 0.003
O, -0.0003, -0.0012, 0.0018
O, -0.0008, 0.0001, 0.0029
O, -0.0005, 0.0006, 0.0025
O, -0.0008, 0.0003, 0.0027
O, -0.0122, 0.0246, 0.0094
O, -0.0006, 0.0001, 0.0019
O, 0.0006, -0.0191, -0.006
O, -0.0233, -0.0413, 0.0626
O, 0.0089, -0.0081, -0.0057
O, -0.0001, 0.0023, 0.002
O, -0.0025, 0.0002, 0.0021

The program warned: the cutoff lies below the one the program advises for these potential files; the exchange-correlation potential is rough where the density is thin.
